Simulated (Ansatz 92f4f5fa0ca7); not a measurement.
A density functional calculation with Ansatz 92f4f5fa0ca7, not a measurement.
Periodic cell of 252 atoms, Si144O100N8, from a study of silicon, its oxide and their interface. The atomic structure is a simulated model.
Doubt: the cutoff is far below the 930 eV that the study's wrapper takes by default for these files, so forces and energies are approximate.
This geometry differs little from another in the collection (a relaxation step or a small displacement).

Settings
functional: PBE
potential files: Ansatz PAW
basis: plane waves
wave-function cutoff: 580 eV
density cutoff ratio: 5
exchange-correlation grid ratio: 1
k mesh: 1 x 1 x 1, Gamma-centred
self-consistency stop: 5e-08 eV per atom in the density residual
occupations: fixed
spin: none
net charge: 0

Cell vectors (angstrom)
a	10.938	0	0
b	0	10.938	0
c	-0.5492	4.6506	35.394

Atoms: element, x, y, z (angstrom)
Si	1.0679	3.2251	28.1792
Si	3.7009	5.9204	27.9315
Si	0.4825	9.106	28.0066
Si	3.1948	0.9174	27.8254
Si	-4.9243	3.71	27.6679
Si	-2.1245	6.2444	27.88
Si	6.7054	8.6281	27.8904
Si	-1.8226	0.33	28.0282
Si	2.2946	4.7224	29.4317
Si	4.9458	7.5233	29.1203
Si	2.1452	-0.7074	29.2254
Si	4.9658	1.9691	29.0345
Si	-3.3399	4.7004	29.1663
Si	-0.553	7.3899	29.2434
Si	7.6963	10.0879	29.4313
Si	-0.63	1.9895	29.2296
Si	0.8064	6.0464	30.6411
Si	3.5264	8.8055	30.5542
Si	0.7583	0.6104	30.6226
Si	3.6475	3.2448	30.6267
Si	6.243	6.0807	30.5688
Si	9.0577	8.7001	30.6954
Si	6.2444	11.5316	30.5733
Si	-1.992	3.3387	30.5865
Si	-0.5492	4.6506	31.9757
Si	2.1853	7.3851	31.9757
Si	-0.5492	10.1196	31.9757
Si	2.1853	1.9161	31.9757
Si	4.9198	4.6506	31.9757
Si	7.6543	7.3851	31.9757
Si	4.9198	10.1196	31.9757
Si	7.6543	1.9161	31.9757
Si	1.3673	-1.3673	3.418
Si	4.1018	1.3673	3.418
Si	1.3673	4.1018	3.418
Si	4.1018	-4.1018	3.418
Si	6.8362	-1.3673	3.418
Si	-1.3673	1.3673	3.418
Si	6.8362	4.1018	3.418
Si	-1.3673	6.8362	3.418
Si	2.8354	-0.1099	4.6188
Si	5.4686	2.7034	4.817
Si	2.7652	5.4633	4.8425
Si	5.4462	-2.8004	4.9033
Si	-2.7704	0.0324	4.7764
Si	-0.0399	2.7279	4.8355
Si	8.2241	5.4518	4.7359
Si	0.12	-2.8361	4.8063
Si	1.4049	1.1092	5.8711
Si	4.1337	4.1001	6.2145
Si	1.4275	-4.2335	6.4033
Si	3.918	-1.433	6.2236
Si	-4.1902	1.2749	6.2479
Si	-1.4465	4.1575	6.2327
Si	6.8445	-4.3123	6.2234
Si	-1.368	-1.425	5.9588
Si	0.3651	-0.5342	7.21
Si	2.7599	2.4645	7.1711
Si	-0.3757	-5.2081	7.7131
Si	2.523	-2.6182	7.7918
Si	4.9449	0.2095	7.4801
Si	-2.9917	2.8698	7.4827
Si	5.8311	5.0043	7.718
Si	-2.5726	-2.8897	7.2531
Si	0.8181	3.2834	33.343
Si	3.5526	6.0179	33.343
Si	0.8181	8.7524	33.343
Si	3.5526	11.4869	33.343
Si	6.2871	3.2834	33.343
Si	-1.9164	6.0179	33.343
Si	6.2871	8.7524	33.343
Si	-1.9164	0.5489	33.343
Si	2.1853	4.6506	34.7102
Si	4.9198	7.3851	34.7102
Si	2.1853	10.1196	34.7102
Si	4.9198	1.9161	34.7102
Si	-3.2837	4.6506	34.7102
Si	-0.5492	7.3851	34.7102
Si	-3.2837	-0.8184	34.7102
Si	-0.5492	1.9161	34.7102
Si	1.3673	1.3673	0.6835
Si	4.1018	4.1018	0.6835
Si	1.3673	6.8362	0.6835
Si	4.1018	-1.3673	0.6835
Si	6.8362	1.3673	0.6835
Si	-1.3673	4.1018	0.6835
Si	6.8362	-4.1018	0.6835
Si	-1.3673	-1.3673	0.6835
Si	0	0	2.0507
Si	2.7345	2.7345	2.0507
Si	0	5.469	2.0507
Si	2.7345	-2.7345	2.0507
Si	5.469	0	2.0507
Si	8.2035	2.7345	2.0507
Si	5.469	5.469	2.0507
Si	8.2035	-2.7345	2.0507
Si	-0.308	-4.9579	10.7857
Si	-5.4135	1.7549	12.3655
Si	3.0112	5.3141	22.0746
Si	3.5334	7.9693	20.6361
Si	1.8129	7.3322	25.7489
Si	-1.0835	10.4623	15.6726
Si	0.7727	4.2039	18.3469
Si	4.4768	2.743	22.745
Si	3.5717	6.0318	12.8276
Si	6.3961	7.293	20.923
Si	1.6178	4.2826	9.4084
Si	8.7152	-2.122	18.0724
Si	-1.215	2.4442	17.0028
Si	3.4836	9.1575	17.7852
Si	3.5704	14.8858	17.3886
Si	-3.0946	3.2982	19.1323
Si	7.7572	-1.2994	9.7286
Si	11.1632	4.8087	21.2781
Si	3.5395	8.7842	23.5719
Si	8.2646	0.7536	13.5004
Si	-4.0326	3.5512	10.3476
Si	8.1948	3.6779	14.7974
Si	-1.2471	16.8919	19.1759
Si	1.0164	1.4945	9.356
Si	5.3396	-4.4327	23.64
Si	-0.1855	5.015	25.8231
Si	6.1605	7.7592	16.8415
Si	4.6943	-1.6561	10.0288
Si	-1.8663	1.6108	9.9613
Si	-7.3763	8.8866	12.9512
Si	3.8994	6.3495	9.6358
Si	-4.2705	4.1335	24.6235
Si	-0.3947	-2.6506	9.2084
Si	2.8411	0.284	11.458
Si	-10.7885	1.4429	12.1849
Si	-2.8169	9.8537	20.733
Si	3.8512	12.0185	16.9126
Si	1.4151	4.1241	12.3784
Si	-2.3271	-10.4733	23.2209
Si	7.9058	5.6357	12.2794
Si	5.9677	7.3555	13.7898
Si	4.2615	11.5537	24.8524
Si	5.9014	16.2593	18.4899
Si	7.1594	-0.1256	25.7415
Si	6.6214	12.3127	21.2906
Si	2.0012	-0.737	15.4312
Si	5.3502	2.997	15.2354
Si	9.5963	14.2524	23.5407
O	-2.6186	2.828	10.7619
O	-4.4553	7.7877	15.2579
O	2.7469	-5.5453	8.9577
N	6.8696	3.8096	8.5688
O	-0.3337	3.9052	24.6602
O	9.0538	-0.5182	21.9732
O	9.0433	2.0715	8.4013
O	5.6643	14.5046	23.4779
O	2.3663	8.1165	24.4547
O	8.7325	15.5766	19.3868
O	3.7697	1.9229	23.9822
O	-3.4814	13.4733	20.5088
O	7.7165	7.3983	27.4417
N	-0.2154	1.7445	10.5357
N	-1.3061	-3.7604	8.1646
O	-3.4508	-1.7967	8.1844
O	4.0234	1.5491	7.7241
O	-1.6162	-1.8345	9.9819
O	-0.6725	-0.7492	27.4854
O	4.7679	4.7692	27.4088
O	6.5245	9.4895	26.477
O	-2.3399	10.4832	14.582
O	4.1111	10.687	17.8408
O	-1.591	5.5931	26.4468
O	-1.0063	1.0127	16.3027
O	2.0683	2.0867	27.5191
O	6.2852	17.4169	22.3197
O	-0.1469	5.5181	18.0636
O	6.745	3.7984	15.5392
O	7.6743	8.2985	21.0089
O	4.9322	6.064	13.7491
O	0.0995	0.5417	8.419
O	2.9921	6.5704	26.5893
O	-0.5553	6.1288	20.6621
O	5.3168	5.8499	9.0268
O	8.2015	10.4776	24.509
O	-1.5756	3.6691	15.9489
O	2.5581	0.732	15.9403
O	0.7017	6.2529	25.2602
O	8.948	9.8488	19.3225
O	3.0241	8.6904	22.0121
N	1.65	2.8659	8.4631
O	3.967	6.0599	11.2361
O	-1.8586	6.0718	11.2397
O	-4.4596	14.747	18.4366
O	8.5472	2.2495	18.119
O	1.4375	0.424	12.3336
O	-6.0233	-0.3777	9.0369
O	-2.708	2.1912	14.1944
N	3.7247	-2.9268	9.1495
O	-2.7998	3.9146	23.962
O	-4.7414	5.7145	24.7831
O	3.2739	17.2805	20.804
O	6.4003	17.0383	19.8244
O	4.9811	8.0681	23.9462
N	0.0682	5.06	9.3341
O	0.5921	4.2556	27.0125
O	-5.8019	8.2546	20.5798
O	3.5705	2.3737	17.8866
O	3.8483	5.853	23.3728
O	-1.271	0.7723	12.6366
O	0.9352	4.0463	19.9876
O	2.3545	0.7622	9.9705
O	6.4356	-4.7272	17.247
O	8.4095	4.765	13.5911
O	-5.1807	2.5333	10.9349
O	6.8197	10.8548	20.5701
O	12.336	16.2191	22.3131
O	-4.1123	4.8655	11.3213
O	3.5577	0.4083	26.3046
O	4.3095	5.0311	18.3682
O	6.5886	3.4474	26.1185
O	6.7904	0.6898	12.7217
O	11.3489	10.1887	15.0416
O	4.1706	3.9565	15.8592
O	4.0244	12.0929	12.1707
O	1.1195	8.4867	26.6434
O	12.9999	4.4967	17.4308
O	5.0637	1.7601	21.561
O	1.9923	14.6454	10.9051
O	-1.8813	7.3128	18.5973
O	-0.8289	3.8411	22.0755
O	13.6088	4.7248	13.2427
O	5.8757	0.6894	25.1415
N	0.9434	-1.8906	8.2636
O	2.2591	-1.7741	16.6904
O	-1.3393	9.3098	16.7994
O	-1.2597	1.664	23.5667
O	14.4362	14.6962	21.9138
O	0.3107	-3.4691	10.4448
O	11.0821	2.8143	17.7936
O	5.3338	2.7915	13.6179
O	0.6167	2.8285	12.9938
O	-4.6014	-1.8682	10.4709
O	5.1525	8.6434	13.2304
O	7.2692	1.2645	22.774
O	7.1412	-2.1462	17.6333
N	3.5756	-1.2895	11.3831
O	4.6297	8.1448	17.2232
O	0.4204	5.3812	12.1134
O	-2.8997	0.299	10.0318
O	2.8923	9.8087	14.1147
O	-2.8638	0.7666	26.7934
O	2.7711	7.4457	13.055
O	3.7946	10.3346	23.9033
O	5.149	1.5195	15.9719
O	-3.6865	7.0103	12.8589
O	2.9361	19.5544	19.2492

Results
free energy: -151498.241 eV
free energy less fixed offsets of N -385.13, O -568.88, Si -635.61 eV per atom: -1.361 eV

Forces (eV/angstrom), in the order of the atoms: element, x, y, z
Si	0.0977	-0.0774	-0.1594
Si	0.053	-0.086	-0.0124
Si	-0.0813	0.0902	-0.0364
Si	-0.0572	0.0803	0.029
Si	-0.0444	0.0361	-0.0432
Si	-0.05	0.0714	-0.0458
Si	0.1201	-0.0425	-0.072
Si	0.0062	-0.1476	-0.0608
Si	0.0513	-0.0048	-0.017
Si	-0.0162	-0.0223	0.0046
Si	-0.0509	0.0845	0.0006
Si	-0.0377	0.0308	-0.0294
Si	-0.088	0.0554	0.0124
Si	-0.03	0.0178	-0.004
Si	0.0459	-0.0098	0.0222
Si	0.0466	-0.0094	0.0241
Si	0.0314	-0.0193	-0.007
Si	0.0505	-0.019	-0.0144
Si	0.0169	-0.0022	-0.0567
Si	-0.0414	-0.0257	-0.0338
Si	0.0277	0.0006	-0.0268
Si	0.0001	0.0196	-0.0215
Si	0.0262	-0.0373	-0.0217
Si	0.0396	-0.0528	-0.0155
Si	-0.276	0.0593	-0.0801
Si	0.074	0.3443	-0.0857
Si	0.1933	0.0316	0.3491
Si	0.1117	0.0737	-0.0004
Si	0.3432	0.1499	0.0922
Si	-0.2109	-0.3268	0.3149
Si	-0.2353	0.2302	-0.2627
Si	-0.2655	0.1454	-0.1658
Si	0.001	-0.7541	-0.6623
Si	0.5774	0.2219	-0.5518
Si	0.0516	-0.0786	0.5707
Si	-0.0857	0.0786	0.3401
Si	-0.3124	-0.238	0.5147
Si	-0.3094	0.3509	0.0233
Si	-0.0399	-0.346	-0.0402
Si	0.4003	0.0452	-0.072
Si	0.0272	-0.0825	0.02
Si	0.0346	0.0515	-0.0313
Si	-0.0761	0.0569	0.0675
Si	0.0365	0.0408	0.0003
Si	0.0563	-0.0211	0.0005
Si	0.1059	-0.0761	-0.0535
Si	-0.0041	-0.0027	0.0603
Si	0.0199	-0.0301	0.0521
Si	-0.0464	0.32	-0.235
Si	0.0003	0.0211	-0.1236
Si	0.0852	-0.074	-0.3831
Si	0.0376	-0.187	-0.3946
Si	-0.0873	-0.0766	-0.1211
Si	-0.0386	-0.0159	-0.201
Si	-0.1068	0.0233	-0.2196
Si	-0.0772	0.0471	-0.2695
Si	0.0002	-0.2699	0.6225
Si	0.0646	-0.1543	0.1447
Si	-0.0733	0.06	0.2909
Si	0.0599	0.0443	0.3514
Si	0.0529	0.2585	0.3837
Si	-0.0065	0.0939	0.3074
Si	0.1354	-0.1595	0.243
Si	0.1011	-0.0932	0.2942
Si	0.0937	0.0413	-0.046
Si	-0.0106	-0.0247	-0.0642
Si	0.1653	0.1285	0.0388
Si	-0.065	-0.1025	0.0265
Si	0.1431	0.1086	0.0432
Si	-0.0835	-0.0929	0.0447
Si	0.0862	-0.0229	-0.0417
Si	-0.0171	-0.0603	-0.0534
Si	-0.0453	0.0385	0.0019
Si	-0.0444	-0.0214	-0.0099
Si	-0.0475	-0.0267	0.0015
Si	-0.0382	0.094	-0.0448
Si	0.0445	-0.0153	-0.0071
Si	-0.0419	-0.0021	-0.0513
Si	-0.0025	0.0453	-0.0036
Si	-0.0087	-0.0225	-0.002
Si	0.0319	0.0022	0.0216
Si	-0.0348	0.0474	0.0127
Si	0.156	-0.0866	0.0122
Si	-0.0087	-0.0411	0.0142
Si	0.1266	-0.0967	-0.0069
Si	0.0083	-0.039	0.0102
Si	0.0182	-0.0501	0.0203
Si	-0.0872	0.1168	0.0126
Si	-0.0177	-0.0866	0.0895
Si	-0.0444	-0.0724	0.0398
Si	-0.1141	0.0347	-0.0068
Si	-0.1429	0.0563	-0.0886
Si	-0.0519	0.1068	-0.0667
Si	-0.052	-0.0214	-0.0468
Si	-0.0229	-0.0537	0.0685
Si	0.0595	0.0152	0.0686
Si	-0.0109	0.0017	-0.0043
Si	0.0178	0.0337	-0.0168
Si	0.0191	-0.0231	0.0372
Si	0.016	0.0098	0.0863
Si	0.0067	0.0053	-0.0521
Si	-0.0192	0.0209	-0.0125
Si	-0.0071	0	0.0583
Si	-0.0086	0.0044	-0.0073
Si	-0.0245	0.0339	0.076
Si	-0.035	0.0039	0.076
Si	0.0064	-0.0126	0.0363
Si	-0.0265	0.0159	0.0468
Si	-0.0202	0.0218	0.0162
Si	0.0032	-0.0011	0.0405
Si	0.0266	0.0054	0.0068
Si	-0.006	-0.0235	0.0713
Si	0.0354	-0.0005	-0.003
Si	0.0017	-0.0218	0.0615
Si	0.0413	-0.0061	-0.0351
Si	-0.0165	0.0669	0.0213
Si	-0.0132	0.0106	-0.0842
Si	-0.0073	-0.0469	-0.0584
Si	0.0006	-0.0262	0.06
Si	0.0151	0.0315	0.062
Si	0.0187	-0.0227	-0.0158
Si	0.0348	-0.0421	0.0554
Si	0.0006	-0.0008	0.0073
Si	-0.0685	-0.0011	-0.0158
Si	-0.0174	0.0173	0.0952
Si	0.0183	-0.0281	-0.0154
Si	-0.0382	0.0722	0.0247
Si	-0.0094	0.0231	-0.0729
Si	0.1173	0.0124	-0.0711
Si	-0.0112	0.0122	0.0239
Si	-0.0035	-0.0071	0.0333
Si	-0.0209	0.019	0.0596
Si	0.0141	0.0186	-0.0037
Si	-0.0305	0.0183	0.0541
Si	-0.0296	0.025	0.0122
Si	0.0013	-0.0189	-0.0154
Si	-0.021	-0.0131	-0.0009
Si	0.003	-0.0052	-0.0902
Si	-0.0054	0.0005	0.0492
Si	0.0285	-0.0293	-0.0808
Si	-0.0131	0.0117	0.0592
Si	0.0133	0.0036	-0.0113
Si	0.0024	-0.0099	0.0094
Si	-0.0325	-0.0102	-0.0308
O	-0.0117	0.0041	-0.0289
O	0.0028	0.0058	0.0293
O	-0.0154	0.0213	-0.0185
N	-0.0219	0.0433	-0.0267
O	0.0062	0.0377	0.0516
O	-0.0009	-0.0215	-0.0318
O	-0.0254	0.0169	-0.1143
O	-0.0052	0.0049	0.0142
O	-0.0447	-0.0262	0.0589
O	0.0068	0.0175	-0.0332
O	0.0161	0.0063	0.0188
O	0.0084	0.0085	-0.045
O	-0.0297	0.0369	0.0522
N	0.0166	-0.0233	-0.063
N	-0.0295	0.0561	-0.0577
O	-0.0057	-0.0134	-0.0309
O	0.0017	0.0076	-0.0941
O	-0.021	0.0339	-0.0139
O	-0.0077	0.0435	0.0388
O	-0.0314	0.0108	0.0448
O	-0.0108	-0.0302	0.0709
O	0.0256	-0.0055	0.0104
O	0.0016	0.0003	-0.0127
O	0.058	-0.0236	0.0284
O	0.0094	-0.0036	-0.0065
O	-0.0647	0.0837	0.0921
O	0.0105	-0.0036	-0.0313
O	0.0047	0.0049	-0.022
O	0.009	0.0012	-0.0132
O	0.012	0.0077	-0.0352
O	-0.0138	0.002	-0.0387
O	0.0281	-0.0708	-0.155
O	-0.0022	0.0095	0.039
O	-0.0082	0.0084	-0.0392
O	0.0221	-0.0506	-0.0779
O	-0.0365	0.0017	0.067
O	0.0035	-0.0132	0.0009
O	-0.0036	0.0002	-0.0039
O	-0.0056	-0.0103	0.0477
O	0.0118	-0.0101	-0.0423
O	0.0089	-0.0019	-0.0245
N	-0.0189	0.0098	-0.0124
O	-0.0045	0.0043	-0.0594
O	0.0011	0.0148	-0.0115
O	-0.0136	0.0131	-0.0344
O	0.0101	0.0011	-0.0234
O	0.0313	-0.0089	-0.0362
O	0.0015	-0.0018	-0.0858
O	-0.013	0.0094	0.0223
N	-0.0186	-0.0441	-0.0483
O	0.0191	0.0015	0.0181
O	0.0086	0.0112	0.029
O	-0.005	0.0031	-0.0388
O	-0.0054	-0.004	-0.0355
O	-0.0095	-0.0028	0.0153
N	0.0099	0.0247	-0.0398
O	-0.0234	-0.0077	-0.0021
O	0.0025	-0.0046	-0.0398
O	-0.007	-0.012	-0.0114
O	-0.0125	-0.0011	0.0108
O	-0.0202	-0.0063	0.0168
O	0.0032	-0.0017	-0.0538
O	-0.0315	-0.0067	-0.0135
O	0.0032	0.0055	-0.0234
O	-0.0016	-0.0176	0.0309
O	0.001	0.007	0.0001
O	0.0123	-0.022	-0.031
O	-0.0141	0.009	-0.0261
O	0.0174	-0.0003	0.0023
O	-0.0169	0.0027	0.0643
O	0.0058	-0.0058	-0.0157
O	-0.0147	-0.0166	0.1077
O	0.0396	-0.008	0.0136
O	-0.0006	-0.0035	0.0053
O	-0.0025	-0.0062	0.0113
O	-0.0342	-0.0028	-0.0262
O	0.0028	-0.012	0.0255
O	-0.0036	0.0033	-0.0101
O	0.0049	-0.0022	-0.0251
O	0.0156	0.0447	-0.0257
O	0.0078	0.0061	-0.0312
O	0.0118	0.0132	-0.0246
O	-0.006	-0.0005	-0.0404
O	0.0038	0.017	0.0358
N	-0.2448	0.1122	-0.0096
O	0.0002	-0.0076	-0.0048
O	0.0021	-0.0137	-0.0029
O	0.0047	0.0042	0.0028
O	0.0045	0.01	-0.0141
O	-0.0145	0.0158	-0.0482
O	0.0076	-0.0039	-0.0133
O	-0.0104	0.0099	-0.0019
O	0.0154	0.0121	-0.0169
O	0.0411	0.0256	-0.0128
O	0.0177	-0.009	-0.0013
O	0.0224	-0.0173	-0.0022
O	0.011	0.005	-0.0185
N	-0.0024	0.012	-0.0206
O	-0.0113	0.0019	-0.018
O	0.0095	0.0032	-0.0328
O	-0.009	-0.0814	-0.0235
O	-0.0257	0.0131	0.0018
O	0.0478	0.0126	0.0449
O	0.0246	-0.013	-0.0089
O	-0.0061	0.0016	0.0133
O	-0.0159	-0.0083	0.0088
O	-0.0091	0.0062	-0.0125
O	0.0021	0.0076	-0.0448

The program warned: the cutoff lies below the one the program advises for these potential files; the forces do not sum to zero within the program's tolerance; the exchange-correlation potential is rough where the density is thin.
